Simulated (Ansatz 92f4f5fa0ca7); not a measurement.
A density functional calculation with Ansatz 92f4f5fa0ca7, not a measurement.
Periodic cell of 224 atoms, Si133O90H1, from a study of silicon, its oxide and their interface. The atomic structure is a simulated model.
Doubt: the cutoff is far below the 930 eV that the study's wrapper takes by default for these files, so forces and energies are approximate.

Settings: functional PBE; potential files Ansatz PAW; basis plane waves; wave-function cutoff 580 eV; density cutoff ratio 5; exchange-correlation grid ratio 1; k mesh 1 x 1 x 1, Gamma-centred; self-consistency stop 5e-08 eV per atom in the density residual; occupations fixed; spin none; net charge +1 e, with a uniform compensating background and no finite-size correction.

Cell vectors (angstrom)
a 10.938 0 0
b 0 10.938 0
c 0 0 32.2361

Atoms: element, x, y, z (angstrom)
Si 0.1435 -0.2647 24.8638
Si 5.2441 0.0745 24.8795
Si 3.1333 2.4284 24.7412
Si 7.832 2.9642 24.6721
Si -0.2953 5.5739 24.4996
Si 5.8139 5.3943 24.5433
Si 2.296 8.4249 24.8001
Si 8.5988 7.8951 24.9306
Si 1.389 1.3921 26.0213
Si 6.8022 1.3559 26.1047
Si 4.1744 4.1734 25.9371
Si 9.5276 4.0623 25.9674
Si 1.2629 6.7243 26.0229
Si 6.9029 6.7711 26.1251
Si 4.0145 9.4674 26.1141
Si 9.6674 9.4878 26.2812
Si 2.7156 0.0024 27.4495
Si 8.2141 -0.009 27.4592
Si -0.0034 2.7402 27.3863
Si 5.4573 2.7773 27.4385
Si 2.7433 5.4518 27.3737
Si 8.2448 5.4136 27.4628
Si 0.0674 8.1029 27.5316
Si 5.4787 8.1617 27.435
Si 4.1018 1.3673 28.8179
Si 9.5708 1.3673 28.8179
Si 1.3673 4.1018 28.8179
Si 6.8362 4.1018 28.8179
Si 4.1018 6.8362 28.8179
Si 9.5708 6.8362 28.8179
Si 1.3673 9.5708 28.8179
Si 6.8362 9.5708 28.8179
Si 0 0 30.1851
Si 5.469 0 30.1851
Si 2.7345 2.7345 30.1851
Si 8.2035 2.7345 30.1851
Si 0 5.469 30.1851
Si 5.469 5.469 30.1851
Si 2.7345 8.2035 30.1851
Si 8.2035 8.2035 30.1851
Si 1.3673 1.3673 31.5524
Si 6.8362 1.3673 31.5524
Si 4.1018 4.1018 31.5524
Si 9.5708 4.1018 31.5524
Si 1.3673 6.8362 31.5524
Si 6.8362 6.8362 31.5524
Si 4.1018 9.5708 31.5524
Si 9.5708 9.5708 31.5524
Si 2.7345 0 0.6835
Si 8.2035 0 0.6835
Si 0 2.7345 0.6835
Si 5.469 2.7345 0.6835
Si 2.7345 5.469 0.6835
Si 8.2035 5.469 0.6835
Si 0 8.2035 0.6835
Si 5.469 8.2035 0.6835
Si 4.1018 1.3673 2.0507
Si 9.5708 1.3673 2.0507
Si 1.3673 4.1018 2.0507
Si 6.8362 4.1018 2.0507
Si 4.1018 6.8362 2.0507
Si 9.5708 6.8362 2.0507
Si 1.3673 9.5708 2.0507
Si 6.8362 9.5708 2.0507
Si 0 0 3.418
Si 5.469 0 3.418
Si 2.7345 2.7345 3.418
Si 8.2035 2.7345 3.418
Si 0 5.469 3.418
Si 5.469 5.469 3.418
Si 2.7345 8.2035 3.418
Si 8.2035 8.2035 3.418
Si 1.3851 1.4157 4.8461
Si 6.8323 1.3561 4.9157
Si 4.0766 4.0686 4.7752
Si 9.5511 4.0572 4.7687
Si 1.3609 6.9201 4.7631
Si 6.8182 6.8356 4.7036
Si 4.0956 9.6227 4.8891
Si 9.52 9.6586 4.7069
Si 2.7249 0.1421 6.3736
Si 8.3238 -0.0283 6.2801
Si -0.0359 2.7801 6.223
Si 5.397 2.7862 6.2733
Si 2.675 5.4621 6.051
Si 8.1421 5.4382 6.004
Si -0.0102 8.4161 6.0102
Si 5.5623 8.1673 6.1548
Si 4.0067 1.6791 7.8856
Si 9.8892 1.1943 7.762
Si 0.8481 4.6857 7.3782
Si 6.6373 4.3569 7.5419
Si 4.373 6.4818 7.3279
Si 9.5319 6.9267 7.0758
Si 1.032 9.915 7.623
Si 7.3727 9.0564 7.4572
O 9.5911 6.8158 24.1073
O 4.1503 1.1866 24.34
O 8.4918 7.8942 8.0184
O 3.2214 2.5254 9.1019
O 6.8209 4.157 24.0648
O 2.8122 7.6643 23.4377
O 5.514 5.4804 8.0178
O 0.1593 0.1754 8.5997
O 7.232 3.8017 8.9783
O 6.7959 9.6715 8.867
O 10.6247 5.8787 7.8642
O 1.5731 8.8081 8.7334
O 5.1774 0.8605 8.7433
O 1.3088 4.2987 8.8934
O 9.1499 2.04 8.9824
O 3.4817 6.9134 8.6388
O 7.9281 8.7997 23.7563
O 8.3143 2.2026 23.2875
O 5.4939 6.3625 23.2139
O 2.8289 2.9981 23.2149
O 12.1857 -1.3395 24.2206
O 0.0836 4.8491 23.0287
O 4.0347 7.4521 21.191
O 10.9566 21.0476 20.8287
Si 5.3631 4.8363 16.7236
Si 0.5238 8.7635 20.0958
Si 6.069 9.3402 12.1427
Si 13.3374 4.915 12.665
Si 8.6443 2.96 12.9017
Si 9.8807 0.0322 12.8033
Si 2.0061 3.2752 9.9265
Si 2.5915 -3.7299 21.8999
Si 17.683 7.0089 15.5218
Si 7.0814 11.0994 18.6547
Si 8.5537 3.3282 9.8278
Si 3.4642 13.1218 14.0138
Si 5.7906 0.4661 14.3785
Si 6.9676 5.9677 19.2677
Si 0.8329 4.7646 21.5605
Si 13.6575 -0.9907 18.2353
Si 3.3148 2.8254 17.0883
Si 5.3852 10.3076 9.3509
Si 9.4986 6.5528 16.5252
Si 16.4779 7.097 21.7385
Si 9.7846 4.783 19.0742
Si 1.8674 -0.3316 12.7391
Si 5.1848 20.4984 16.6031
Si 8.4483 8.1182 12.9823
Si 11.4164 0.5546 10.3
Si 7.0122 9.6113 22.7053
Si 11.3281 11.6744 20.8919
Si -0.6379 -5.2545 13.5488
Si 4.4346 1.1584 19.5776
Si 3.0163 8.3146 9.2942
Si 0.9999 1.3241 17.8177
Si 3.3715 7.925 12.4073
Si 2.5388 2.3254 21.7666
Si 7.2832 2.7134 15.4254
Si 8.8116 8.435 18.596
Si 9.0441 0.9254 22.5975
Si 9.2394 2.1984 17.5464
O 6.1435 8.2933 16.3076
O 4.9988 1.7129 13.6672
O 13.128 5.6525 21.7161
O 6.4818 10.4379 13.2734
O 2.5278 9.1492 13.1529
O 1.6589 0.9437 21.9164
O 2.9102 8.0398 10.8684
O 3.5339 -0.2133 19.4323
O 10.2911 -4.7418 15.132
O 9.5679 -4.003 12.7211
O 3.8092 4.3828 16.972
O 8.2179 9.9313 18.9135
O 9.4057 8.1344 17.0639
O 14.3037 2.101 15.6322
O 7.4567 7.5769 14.1733
O 11.8422 5.4095 13.1026
O 4.9443 8.2733 12.6551
O 6.185 6.0458 20.6842
O 9.9027 14.1647 18.6183
O 5.5082 5.9272 15.4927
O 7.5604 7.4358 18.8851
O 1.5802 8.9689 18.8628
O 12.3951 3.34 21.08
O 8.147 2.8757 11.3507
O 10.0707 -2.8575 19.5883
O -0.1848 -5.7764 20.3318
O 6.0457 10.5382 17.5527
O 3.2221 6.3423 12.8275
O 6.0255 0.7418 19.8059
O 10.138 5.6924 17.7553
O 1.6858 -0.2711 11.0879
O 8.2238 4.9644 19.5032
O 6.1331 14.4136 16.2695
O 11.8001 1.1867 19.4195
O 7.3801 14.1968 13.8951
O 4.8214 10.4168 15.2613
O 9.6163 4.237 13.2266
O 8.7137 2.9345 16.1908
O 7.9258 6.1611 16.2847
O 4.2408 2.0492 18.2086
O 4.1088 9.4379 8.8485
O 5.4393 -0.6751 10.9661
O 9.96 12.4358 21.3603
O 1.7386 2.7548 17.5263
O 10.0804 0.2508 23.6651
O 6.3844 8.5037 21.6842
O 2.4711 4.2302 11.1726
O -1.6794 1.471 13.3093
O 2.6101 11.9692 13.2374
O -0.4737 23.0708 17.1328
O 7.965 10.7649 22.0393
O 6.9428 1.1124 15.3393
O 1.946 0.0983 17.2858
O 9.6021 4.538 10.0736
O 14.7249 9.104 17.3267
O 0.4148 -0.1997 13.4581
O 10.0556 0.1917 11.1646
O 7.3992 -2.4921 11.7444
O 0.9199 2.14 10.4024
O 3.8816 2.0236 20.8676
O 16.7154 10.3421 23.4707
O 1.3172 7.9508 21.2347
O 5.9353 5.4277 18.1322
O 13.9783 3.7194 13.6046
O 7.9582 1.4474 18.1966
O 9.1244 -1.3513 13.2631
H 10.0201 5.032 9.3382

Results
free energy: -135752.453 eV
free energy less fixed offsets of H -15.97, O -568.88, Si -635.61 eV per atom: -1.153 eV

Forces (eV/angstrom), in the order of the atoms: element, x, y, z
Si -0.0117 -0.0732 -0.4184
Si -0.1301 0.0547 -0.5199
Si -0.0067 -0.0516 -0.493
Si -0.0536 -0.0762 -0.4103
Si -0.1404 0.005 -0.4117
Si 0.0241 0.1508 -0.1963
Si 0.0001 0.1455 -0.5723
Si -0.097 0.1092 -0.4234
Si 0.0721 -0.0837 -0.1004
Si 0.032 0.033 -0.0612
Si 0.1393 0.0252 -0.0709
Si -0.0996 -0.0766 -0.1474
Si -0.0364 -0.0316 -0.182
Si 0.0387 0.1175 -0.1961
Si -0.0864 0.0274 -0.0605
Si -0.0683 0.0074 -0.1562
Si 0.0373 0.0149 0.0862
Si -0.0212 0.0187 0.0049
Si -0.0141 -0.0008 0.0449
Si -0.0474 -0.0448 0.0159
Si 0.0657 -0.0244 0.052
Si 0.0327 -0.0136 0.0649
Si -0.0041 0.0364 0.1307
Si 0.0559 0.0322 0.0403
Si -0.0787 0.1632 -0.1227
Si 0.1165 0.135 -0.1937
Si 0.0296 -0.0059 -0.4658
Si 0.1138 -0.1297 0.1498
Si -0.1114 -0.2121 -0.2459
Si -0.0909 -0.3788 0.4339
Si 0.2518 -0.1183 0.281
Si -0.1607 -0.0368 -0.1268
Si -0.0421 -0.0572 -0.0214
Si 0.0044 0.0051 -0.0307
Si -0.0255 -0.0625 -0.0381
Si -0.0703 0.0167 0.0049
Si -0.108 0.061 0.0193
Si -0.0198 -0.0259 -0.0247
Si 0.0445 0.1413 0.01
Si 0.0029 -0.067 -0.0331
Si 0.0692 0.0436 0.009
Si 0.0407 -0.0225 -0.0199
Si 0.0183 -0.0015 -0.0193
Si 0.0931 -0.0379 -0.0301
Si 0.0198 -0.0391 -0.0418
Si -0.0306 0.0506 -0.0102
Si -0.0008 -0.0662 -0.0225
Si -0.0598 -0.0063 -0.0113
Si 0.0221 -0.0861 -0.0016
Si -0.0153 0.0183 0.0341
Si -0.167 0.0512 0.0243
Si 0.0116 0.0062 0.0026
Si -0.0335 0.0709 0.013
Si 0.0076 -0.0026 0.0097
Si 0.0354 -0.0277 0.0157
Si -0.0257 0.0485 0.0147
Si -0.0458 0.0623 0.033
Si 0.066 -0.0077 -0.0096
Si 0.1182 0.0091 0.0204
Si -0.1155 -0.0689 0.0284
Si 0.0839 -0.0241 0.0053
Si -0.0273 0.0339 0.0107
Si 0.1255 0.1042 0.0345
Si 0.0282 -0.1415 0.0008
Si 0.3026 0.5717 -0.1398
Si 0.0611 0.0606 0.686
Si 0.0102 -0.1966 -0.1789
Si -0.3348 -0.4316 0.1544
Si -0.0673 0.0588 0.2559
Si -0.4132 -0.2089 -0.3033
Si 0.3194 0.5199 0.067
Si -0.107 0.1139 -0.4322
Si -0.1601 -0.0866 0.0461
Si -0.0446 0.2006 -0.0302
Si 0.0074 0.0409 -0.1432
Si -0.1349 -0.0246 -0.1929
Si 0.179 0.0247 -0.1419
Si -0.0648 0.0067 -0.0832
Si -0.0258 -0.1964 0.0714
Si 0.0516 0.0628 -0.1912
Si 0.0109 0.1988 0.4255
Si 0.0923 -0.2226 0.3504
Si 0.1732 -0.0913 0.2531
Si 0.1086 0.0328 0.1148
Si 0.0049 0.1977 0.1291
Si -0.1493 -0.1624 0.2678
Si 0.0211 0.0807 0.289
Si -0.1269 0.0464 0.1161
Si 0.2679 -0.1852 0.0617
Si -1.7268 1.7063 -1.1516
Si -0.1187 0.3377 0.4501
Si -0.0085 0.1592 0.139
Si 0.1066 -0.1532 0.2562
Si -0.0211 0.0077 0.6688
Si 1.3134 -1.7478 -1.3846
Si 0.261 -0.2879 0.389
O -0.0552 0.0123 0.6371
O 0.0176 0.1184 0.4698
O -0.0482 0.2039 -0.7703
O -0.0177 -0.2097 -0.3673
O 0.0675 -0.1118 0.4626
O 0.0053 0.0912 0.4988
O -0.2047 0.0846 -0.5301
O 0.027 0.076 1.2795
O 0.1468 -0.1435 -0.2387
O -0.0915 0.0616 -0.1061
O 0.259 -0.3121 -0.5691
O -0.6468 0.7021 -0.2176
O -0.1009 -0.0232 -0.128
O 0.0461 -0.1732 -0.0508
O 0.6986 -0.9934 -0.4663
O -0.2237 0.2606 -0.0281
O 0.0287 -0.05 0.0812
O -0.0446 0.0954 0.2863
O 0.0244 -0.3684 0.5108
O 0.074 0.0879 0.5956
O 0.0639 -0.0827 0.6365
O -0.1657 0.1876 0.7759
O 0.0296 0.015 0.187
O -0.0157 0.0551 0.109
Si 0.0553 0.0187 0.1491
Si 0.0367 0.0686 -0.146
Si 0.2307 -0.2691 0.5223
Si -0.0259 0.2271 0.5929
Si -0.0361 0.247 0.5538
Si -0.22 -0.1958 1.0429
Si 0.5443 0.7681 0.0782
Si -0.2067 0.0536 -0.5645
Si 0.0002 0.1194 0.1733
Si 0.0069 0.0336 0.0002
Si -0.3759 0.4966 0.6058
Si 0.1683 0.079 0.3747
Si 0.0234 -0.089 0.3512
Si 0.2067 -0.0179 0.0292
Si 0.1473 0.1432 -0.5057
Si 0.007 0.0056 0.1053
Si -0.0545 0.0122 0.289
Si 0.1852 0.0644 0.4241
Si 0.0406 0.0689 0.2838
Si -0.0592 -0.1718 -0.515
Si -0.1633 -0.0102 -0.0657
Si 0.1424 -0.1396 1.1076
Si -0.0293 0.0003 0.2452
Si -0.1807 -0.2424 0.1319
Si 0.2092 0.4004 2.6774
Si -0.0116 -0.1027 -0.011
Si 0.1816 -0.0684 -0.2336
Si -0.0556 0.2008 0.2962
Si -0.0143 -0.1453 -0.033
Si 0.4995 -0.3475 0.6078
Si -0.1013 -0.0808 0.0862
Si 0.2287 -0.1267 0.597
Si -0.0656 -0.382 -0.4959
Si 0.0026 0.0027 0.3774
Si -0.0045 -0.0021 0.1153
Si 0.3408 0.1288 -0.2751
Si 0.0044 -0.0742 0.1251
O 0.0251 -0.096 -0.125
O -0.0925 0.0529 -0.1214
O 0.0465 -0.062 0.1713
O 0.0344 -0.1032 -0.2582
O -0.0892 0.1756 -0.2479
O 0.0102 0.0114 0.1029
O -0.1108 0.0986 -0.6185
O 0.0741 0.0453 0.0272
O 0.0413 -0.0383 -0.182
O 0.0245 0.0104 -0.1014
O 0.018 0.0048 -0.0891
O -0.0219 0.0078 0.0024
O 0.022 -0.0925 -0.16
O 0.0018 -0.0924 -0.277
O 0.0436 0.0832 -0.19
O 0.0913 -0.0853 -0.17
O -0.1177 0.0542 -0.1963
O -0.0848 0.098 0.214
O 0.0394 0.0071 0.003
O 0.0072 0.0241 -0.0587
O -0.0491 -0.0057 0.0017
O -0.0024 -0.019 -0.0075
O -0.0577 0.0298 0.0985
O 0.0789 0.0099 -0.5764
O 0.0168 0.0151 0.0106
O 0.1326 -0.0478 0.2775
O -0.0338 0.0004 -0.0556
O -0.0391 0.0492 -0.1932
O -0.0203 -0.0234 -0.0142
O 0.0384 0.0168 -0.0819
O -0.4449 0.2779 -1.2882
O -0.0344 0.0163 -0.0388
O 0.0251 -0.0599 -0.1006
O -0.0293 0.0396 0.1351
O 0.1216 -0.0024 -0.2808
O 0.0048 0.1098 -0.2038
O -0.0252 -0.1423 -0.1434
O -0.0793 0.0483 -0.1852
O -0.0725 -0.0364 -0.0739
O -0.0079 0.0703 -0.0645
O -0.2474 -0.0442 -0.1676
O -0.1255 0.1498 -0.4787
O -0.2832 -0.0484 0.2932
O 0.0842 0.0462 -0.089
O 0.129 -0.0136 0.2681
O 0.1406 0.1596 0.1763
O -0.1555 -0.3629 -0.5228
O 0.1374 -0.1684 -0.3113
O -0.1645 -0.2215 -0.3189
O 0.0196 0.0124 -0.0842
O -0.0776 -0.0712 0.0596
O -0.0486 0.0105 -0.1408
O -0.0214 0.0511 -0.1007
O 0.0196 -0.1482 -0.0999
O 0.0819 0.0012 -0.1119
O 0.0127 0.049 -0.3052
O 0.5643 0.1603 -1.4497
O -0.0701 0.1317 -0.0747
O -0.5171 -0.9568 -0.4529
O -0.1048 0.0789 0.1517
O 0.0139 0.0497 0.3169
O 0.103 -0.0529 0.1953
O -0.0949 -0.0144 -0.0352
O -0.0324 0.0158 -0.1623
O -0.0119 0.0023 0.0048
O 0.1572 0.2997 -0.1883
H -0.0681 0.0496 0.0096

The program warned: the cutoff lies below the one the program advises for these potential files; the exchange-correlation potential is rough where the density is thin.
